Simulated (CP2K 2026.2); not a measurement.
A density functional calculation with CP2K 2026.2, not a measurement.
Periodic cell of 542 atoms, Si316O206N20, from a study of silicon, its oxide and their interface. The atomic structure is a simulated model.
Doubt: the forces sum to 3.34 eV/angstrom along one axis rather than to zero, so they err by at least 0.0062 eV/angstrom per atom on average; the grid cutoff is modest.

Settings: functional PBE; method Gaussian and plane waves; basis set DZVP-MOLOPT-SR-GTH; pseudopotentials GTH-PBE; grid cutoff 350 Ry, relative cutoff 50 Ry; k points Gamma only; occupations fixed; spin none; net charge 0.

Cell vectors (angstrom)
a	16.332	0	0
b	0	16.332	0
c	0	0	33.9951

Atoms and the computed forces on them: element, x, y, z (angstrom), force x, y, z (eV/angstrom)
Si	16.009	0.942	33.926	0.198	-0.303	0.506
Si	3.219	2.663	33.961	-0.422	0.073	0.529
Si	15.883	5.172	0.012	0.168	0.347	0.685
Si	2.264	8.542	0.176	0.101	-0.382	0.792
Si	16.178	10.697	0.033	-0.251	0.492	0.489
Si	2.463	13.864	33.745	0.084	-0.193	0.747
Si	6.092	15.577	33.949	-0.188	0.201	0.709
Si	8.204	2.571	0.333	0.068	-0.003	0.436
Si	5.94	4.718	33.845	-0.112	0.375	0.701
Si	7.984	8.442	0.076	-0.179	0.106	0.532
Si	5.658	10.474	0.004	0.122	-0.103	0.651
Si	8.448	13.466	0.324	0.202	-0.218	0.243
Si	10.168	0.221	0.011	0.336	-0.089	0.76
Si	13.488	2.787	0.379	-0.201	0.091	0.525
Si	11.251	4.955	0.041	0.118	0.025	0.649
Si	13.046	8.826	0.044	-0.067	-0.096	0.645
Si	10.882	11.237	0.249	-0.162	0.116	0.05
Si	13.733	13.787	33.914	0.092	-0.036	0.767
Si	1.48	1.576	1.327	-0.064	0.044	-0.018
Si	4.289	4.058	1.433	0.06	0.05	-0.055
Si	1.147	6.697	1.145	-0.03	-0.039	-0.091
Si	4.007	9.532	1.414	0.002	0.009	-0.009
Si	1.177	12.389	1.119	0	0.003	-0.015
Si	4.175	14.794	1.168	-0.005	0.02	-0.031
Si	6.791	1.091	1.409	-0.034	-0.001	-0.022
Si	9.646	3.983	1.493	0.006	-0.019	-0.01
Si	6.857	6.652	1.114	-0.023	0.017	-0.003
Si	9.424	9.744	1.44	-0.057	0.005	-0.003
Si	6.907	12.017	1.364	-0.046	-0.051	0.013
Si	9.5	15.015	1.685	0.034	0.016	-0.044
Si	11.994	1.27	1.289	-0.054	0.002	-0.077
Si	14.825	4.098	1.748	-0.046	-0.07	0.015
Si	12.124	6.894	1.177	0.031	-0.059	-0.047
Si	14.744	9.601	1.506	0.033	-0.03	-0.007
Si	12.482	12.391	1.477	0.047	0.135	-0.049
Si	15.012	15.314	1.132	0.079	-0.018	-0.084
Si	0.101	2.795	2.841	0.054	0.007	0.035
Si	2.788	16.305	2.547	0.05	0.007	0.008
Si	16.205	8.107	2.64	0.025	-0.037	0.001
Si	2.704	5.464	2.568	-0.084	-0.013	0.006
Si	16.268	13.789	2.553	-0.041	-0.042	0.029
Si	2.623	11.027	2.602	-0.035	0.044	-0.012
Si	5.476	2.549	2.758	0.024	0.019	0.048
Si	8.103	16.303	2.969	-0.051	-0.004	0.056
Si	5.444	8.047	2.594	0.048	-0.014	0.005
Si	8.194	5.434	2.664	-0.005	0.008	0.009
Si	5.457	13.46	2.63	-0.041	-0.002	0.03
Si	8.159	10.905	2.95	0.031	0.028	0.041
Si	10.873	2.612	2.865	-0.01	-0.009	0.047
Si	13.55	0.064	2.637	-0.026	-0.011	0.028
Si	10.799	8.21	2.646	-0.007	-0.008	0.008
Si	13.448	5.627	2.784	-0.035	0.061	0.032
Si	11.04	13.694	2.827	0.039	-0.01	0
Si	13.602	10.984	2.931	-0.012	-0.016	0.03
Si	1.44	4.162	4.117	0	0.033	0.057
Si	4.047	1.285	4.081	0.001	-0.02	-0.007
Si	1.304	9.547	3.931	-0.004	-0.001	-0.028
Si	4.05	6.787	4.002	-0.011	0.002	0.005
Si	1.389	15.004	3.967	-0.016	-0.003	-0.015
Si	4.037	12.243	4.041	0.009	-0.028	-0.014
Si	6.839	4.021	4.037	0.001	-0.031	-0.025
Si	9.494	1.339	4.247	0.048	-0.014	0.023
Si	6.752	9.43	4.084	-0.017	0.003	-0.016
Si	9.482	6.831	4.061	-0.015	-0.009	-0.012
Si	6.712	14.864	4.126	-0.018	0.009	-0.009
Si	9.59	12.323	4.153	-0.012	-0.002	-0.018
Si	12.201	4.107	4.112	0.018	0.007	-0.063
Si	14.973	1.378	4.042	0.002	-0.011	-0.01
Si	12.183	9.531	4.101	-0.008	-0.033	-0.017
Si	14.919	6.847	4.125	0.033	-0.01	-0.007
Si	12.348	15.042	4.176	0.005	0.027	-0.006
Si	15.034	12.394	4.096	0.014	0.064	-0.005
Si	0.014	16.328	5.397	0.017	-0.007	0.007
Si	2.734	2.704	5.443	-0.025	0.003	-0.004
Si	16.331	5.486	5.436	0.01	0.018	0.004
Si	2.696	8.206	5.336	-0.019	0.027	0.021
Si	0.04	10.931	5.392	-0.004	-0.017	-0.012
Si	2.723	13.642	5.394	0.04	0.002	-0.005
Si	5.395	16.278	5.469	-0.002	-0.01	0.008
Si	8.139	2.733	5.521	-0.023	-0.022	0.023
Si	5.408	5.39	5.372	0.014	0.016	-0.021
Si	8.129	8.135	5.471	0.008	0.009	0.018
Si	5.395	10.861	5.396	-0.014	-0.014	-0.007
Si	8.157	13.616	5.487	0.032	-0.001	0.007
Si	10.911	16.327	5.529	-0.019	0.019	0.008
Si	13.624	2.753	5.418	-0.008	0.031	-0.009
Si	10.819	5.442	5.444	0.016	-0.006	0.001
Si	13.591	8.212	5.463	-0.037	-0.027	0.019
Si	10.88	10.897	5.492	0.017	0.016	0.001
Si	13.68	13.665	5.524	0.004	-0.034	0.02
Si	1.367	1.343	6.802	-0.001	0.043	0.015
Si	4.08	4.055	6.807	-0.01	-0.041	-0.004
Si	1.364	6.856	6.764	-0.022	-0.011	-0.001
Si	4.044	9.537	6.762	0.026	0	-0.012
Si	1.413	12.263	6.783	0.013	0.002	-0.004
Si	4.057	14.949	6.838	-0.013	0.009	0.018
Si	6.763	1.331	6.827	0.014	0.001	-0.005
Si	9.507	4.078	6.852	-0.017	0.018	0.001
Si	6.743	6.759	6.784	0.008	-0.007	0.015
Si	9.501	9.529	6.811	0.013	0.01	-0.002
Si	6.779	12.228	6.784	0.003	-0.007	-0.033
Si	9.512	14.97	6.858	-0.009	-0.003	0.01
Si	12.276	1.391	6.82	-0.008	-0.018	-0.014
Si	14.983	4.089	6.775	0.019	-0.016	0.003
Si	12.238	6.788	6.764	0.008	0.011	-0.002
Si	14.997	9.572	6.771	-0.022	0.004	-0.01
Si	12.289	12.256	6.825	0.002	-0.011	-0.003
Si	15.052	15	6.868	-0.003	-0.019	0.003
Si	16.328	2.729	8.127	-0.017	-0.006	0
Si	2.724	16.302	8.21	0.012	-0.015	0.007
Si	0.017	8.2	8.151	0.025	0.022	0.004
Si	2.696	5.452	8.132	-0.001	0.004	-0.003
Si	0.096	13.613	8.201	-0.006	0	0.01
Si	2.773	10.926	8.176	0.008	0.005	0.007
Si	5.396	2.678	8.196	0.007	-0.003	-0.001
Si	8.138	16.327	8.213	0.005	0.025	-0.004
Si	5.394	8.181	8.124	-0.022	0.008	-0.003
Si	8.105	5.409	8.159	0.001	-0.015	0.013
Si	5.465	13.62	8.188	-0.005	0.001	-0.01
Si	8.137	10.895	8.149	-0.01	-0.011	0.002
Si	10.876	2.691	8.192	0.028	0.014	0
Si	13.643	0.036	8.181	0.006	0.033	-0.003
Si	10.911	8.162	8.114	-0.007	-0.013	0
Si	13.588	5.417	8.129	-0.011	-0.006	0.002
Si	10.896	13.602	8.174	-0.004	-0.019	0.002
Si	13.671	10.896	8.168	0.001	0.024	0.002
Si	1.318	4.088	9.504	-0.004	-0.004	-0.011
Si	4.081	1.301	9.604	-0.004	0.029	0.003
Si	1.418	9.55	9.513	-0.013	0.011	0.019
Si	4.037	6.832	9.493	0.015	0.016	-0.027
Si	1.423	14.956	9.641	0	-0.03	0
Si	4.135	12.292	9.58	0.017	-0.02	-0.004
Si	6.76	4.034	9.534	0.002	0.013	0.011
Si	9.512	1.324	9.576	-0.009	-0.01	0.001
Si	6.764	9.557	9.489	-0.003	0.016	-0.015
Si	9.511	6.805	9.412	-0.006	0.003	-0.039
Si	6.797	14.983	9.618	0.012	0.005	-0.007
Si	9.512	12.242	9.51	-0.002	-0.022	-0.011
Si	12.245	4.042	9.522	0.01	-0.011	0.006
Si	15.009	1.393	9.532	0.018	0.007	0.001
Si	12.308	9.496	9.482	0.021	-0.017	-0.009
Si	14.961	6.782	9.459	-0.01	0.001	-0.013
Si	12.268	14.982	9.506	0.006	0.001	-0.007
Si	15.075	12.22	9.521	-0.012	-0.031	-0.015
Si	0.021	0.041	10.911	-0.015	0.004	0.012
Si	2.634	2.674	10.843	-0.006	-0.015	0.005
Si	16.267	5.441	10.881	0.01	-0.004	-0.018
Si	2.712	8.174	10.923	0.002	-0.001	0.022
Si	0.129	10.894	10.927	0.008	0.021	0.007
Si	2.834	13.621	11.046	0.007	0.019	-0.022
Si	5.456	16.321	11.079	-0.007	-0.01	0.022
Si	8.086	2.647	10.916	-0.015	0.017	0.001
Si	5.415	5.485	10.81	0.004	-0.023	-0.002
Si	8.162	8.165	10.734	0.004	-0.002	-0.014
Si	5.512	10.956	10.936	0.03	-0.026	0.012
Si	8.219	13.623	10.931	0.015	-0.003	-0.017
Si	10.896	16.283	10.932	-0.005	-0.022	0.011
Si	13.64	2.712	10.91	-0.026	0.004	-0.007
Si	10.811	5.42	10.768	-0.018	-0.005	-0.001
Si	13.665	8.126	10.865	-0.003	0.013	0.039
Si	10.891	10.831	10.779	-0.013	0.023	0.005
Si	13.684	13.601	10.775	0.023	0.005	-0.01
Si	1.316	1.394	12.36	-0.011	0.003	-0.016
Si	3.988	4.109	12.047	-0.013	0.012	-0.028
Si	1.242	6.824	12.257	-0.003	0.025	-0.018
Si	4.157	9.553	12.227	0.008	0.009	-0.031
Si	1.51	12.207	12.383	0.001	-0.017	-0.02
Si	4.12	14.993	12.543	-0.012	0.014	0.011
Si	6.856	1.326	12.479	0.051	-0.009	0.01
Si	9.392	4.122	12.133	-0.011	0.045	-0.013
Si	6.842	6.849	12.116	0.014	0.014	-0.018
Si	9.519	9.456	12.11	-0.008	-0.018	-0.027
Si	6.908	12.318	12.356	-0.023	-0.017	-0.01
Si	9.622	14.868	12.369	0.012	-0.003	-0.001
Si	12.288	1.314	12.235	0.026	-0.021	-0.003
Si	14.914	4.115	12.319	-0.006	-0.002	0.016
Si	12.181	6.742	12.101	0.007	0.026	-0.049
Si	15.168	9.423	12.216	0.001	-0.06	-0.034
Si	12.325	12.186	12.024	-0.005	0.016	-0.046
Si	15.003	14.944	12.174	0.001	-0.005	-0.015
Si	16.213	2.748	13.738	0.011	-0.016	0.039
Si	2.669	0.098	13.863	0.003	0.025	0.05
Si	0.033	8.124	13.864	0	0.003	0.06
Si	2.613	5.389	13.449	0.011	-0.022	0.045
Si	0.141	13.716	13.564	0.029	0.006	0.025
Si	2.873	10.783	13.764	-0.02	-0.007	0.083
Si	5.293	2.874	13.494	0.002	-0.037	0.013
Si	8.379	16.226	13.874	-0.026	0.014	0.011
Si	5.611	8.234	13.517	0.009	0.034	0.039
Si	8.04	5.469	13.558	0.028	-0.038	0.048
Si	5.598	13.637	13.895	0.026	0.002	0.048
Si	8.36	10.862	13.552	0.005	0.031	0.045
Si	10.879	2.833	13.343	0.008	0.026	-0.009
Si	13.559	16.141	13.593	-0.022	-0.013	-0.016
Si	10.797	8.036	13.455	-0.011	-0.04	0.057
Si	13.467	5.496	13.592	-0.016	0.026	0.045
Si	11.083	13.388	13.584	-0.021	0.007	0.091
Si	13.699	10.814	13.293	0.005	-0.021	-0.008
Si	1.412	4.036	15.011	-0.148	0.09	-0.706
Si	3.724	1.936	14.945	-0.014	-0.258	-0.785
Si	1.968	8.999	15.098	-0.27	0.147	-0.813
Si	4.114	6.788	14.528	0.005	-0.005	-0.527
Si	0.999	15.316	15.162	0.23	-0.135	-0.776
Si	4.53	11.876	15.072	-0.174	0.199	-0.795
Si	6.212	4.586	14.798	0.17	-0.042	-0.822
Si	9.883	1.46	14.869	-0.006	-0.276	-0.586
Si	6.861	9.754	14.914	0.022	-0.322	-0.754
Si	9.611	6.551	14.911	-0.084	0.228	-0.738
Si	7.047	14.9	15.387	0.058	0.008	-0.847
Si	10.215	11.605	14.845	-0.174	0.085	-0.897
Si	11.839	4.342	14.853	0.231	-0.04	-0.757
Si	14.984	1.058	14.893	-0.036	0.187	-0.716
Si	12.342	9.381	14.521	0.01	-0.02	-0.445
Si	14.445	7.121	14.969	0.241	0	-0.729
Si	12.666	14.386	15	-0.264	0.332	-0.779
Si	14.944	12.32	14.539	-0.011	-0.008	-0.692
Si	15.508	4.545	20.1	-0.075	0.102	-0.204
Si	5.72	0.885	17.156	0.177	0.018	-0.284
Si	1.292	9.534	30.689	0.065	0.042	0.248
Si	3.869	16.285	19.519	-0.113	-0.076	-0.29
Si	16.235	13.634	27.13	0.058	-0.018	0.115
Si	6.877	14.695	25.384	-0.038	-0.01	0.075
Si	1.7	14.57	18.216	-0.068	0.083	-0.255
Si	11.683	14.207	18.037	0.106	-0.145	-0.268
Si	7.45	12.74	29.836	-0.133	-0.017	0.169
Si	11.394	8.232	22.149	0.18	0.015	-0.249
Si	14.91	9.258	31.763	-0.016	0.205	0.285
Si	9.8	10.633	29.789	0.058	-0.03	0.157
Si	12.437	1.906	16.513	-0.057	-0.031	-0.391
Si	1.182	11.465	22.069	-0.055	-0.044	-0.145
Si	13.373	11.724	18.985	0.004	-0.021	-0.071
Si	15.561	3.828	27.254	-0.166	0.255	0.059
Si	10.279	7.612	19.332	-0.081	0.066	-0.02
Si	11.057	4.285	25.051	0.089	0.232	-0.197
Si	2.654	12.258	30.992	0.151	-0.055	0.037
Si	3.76	9.883	21.824	-0.279	-0.093	-0.04
Si	15.9	8.387	18.382	0.13	0.11	-0.014
Si	10.867	14.008	32.615	-0.184	-0.258	0.374
Si	8.94	1.124	28.286	0.155	0.111	0.213
Si	2.223	9.411	18.172	-0.186	-0.015	-0.125
Si	9.59	9.635	26.919	0.004	0.061	0.158
Si	9.71	3.598	21.422	0.071	0.031	-0.155
Si	8.647	4.945	18.936	0.003	0.209	-0.239
Si	12.764	6.829	24.494	-0.004	-0.166	0.048
Si	1.47	14.619	29.545	-0.062	-0.034	0.122
Si	11.275	1.401	24.112	-0.047	0.262	-0.069
Si	13.614	6.391	21.936	0.145	0.159	-0.339
Si	3.968	2.873	24.491	-0.084	-0.08	-0.096
Si	0.313	0.259	22.954	-0.047	-0.145	-0.102
Si	15.984	5.647	17.214	0.02	-0.11	-0.33
Si	15.443	10.951	17.116	0.013	0.077	-0.024
Si	12.019	12.666	30.195	-0.018	0.029	0.235
Si	2.487	7.618	28.704	-0.421	0.024	0.142
Si	8.668	14.564	27.992	0.005	-0.044	-0.039
Si	9.009	13.145	17.273	-0.043	0.152	-0.223
Si	3.517	7.528	19.871	-0.022	0.25	-0.061
Si	5.126	14.602	21.594	-0.088	0.108	-0.062
Si	12.297	3.59	22.372	0.071	-0.088	0.02
Si	2.575	0.771	26.134	0.004	-0.009	0.179
Si	1.452	6.05	21.282	0.025	0.131	-0.119
Si	8.547	7.896	21.782	0.106	-0.094	-0.261
Si	13.064	0.357	26.43	0.019	-0.001	-0.041
Si	1.141	8.842	20.877	0.096	0.125	-0.208
Si	3.696	12.171	18.105	0.021	-0.108	-0.345
Si	14.486	1.791	21.199	0.041	0.017	-0.092
Si	2.829	5.799	24.133	0.021	0.089	0.008
Si	4.704	8.402	24.389	-0.097	0.005	0.062
Si	4.114	5.097	28.781	-0.123	-0.155	0.257
Si	6.68	3.813	28.109	-0.007	-0.132	-0.092
Si	6.934	3.591	25.032	-0.005	0.176	0.128
Si	8.627	5.484	23.647	0.047	-0.095	0.063
Si	6.308	8.773	31.537	0.012	0.113	0.48
Si	9.45	4.003	29.002	-0.001	-0.036	0.127
Si	6.598	7.012	19.42	-0.013	-0.043	-0.228
Si	1.017	2.978	32.18	0.195	-0.302	0.149
Si	3.655	4.562	31.676	-0.064	-0.165	0.376
Si	9.2	8.192	31.39	-0.101	-0.041	0.235
Si	1.805	5.372	26.982	-0.07	0.333	0.218
Si	13.042	13.801	27.474	0.084	-0.049	0.203
Si	6.994	8.207	26.275	-0.175	-0.031	0.158
Si	4.121	15.351	28.316	0.022	-0.195	0.098
Si	8.234	8.234	17.248	0.111	-0.019	-0.287
Si	8.44	12.208	20.019	0.105	-0.043	-0.191
Si	15.505	4.038	30.083	0.013	-0.005	0.262
Si	6.109	1.184	29.342	-0.179	-0.005	0.214
Si	13.027	5.329	27.066	0.22	0.007	-0.14
Si	14.154	9.203	28.771	0.13	-0.049	0.207
Si	15.893	1.221	25.852	0.1	0.062	0.081
Si	1.095	13.739	24.125	0.036	0.011	-0.025
Si	7.839	2.98	16.821	-0.075	-0.113	-0.048
Si	5.47	11.888	20.479	-0.084	0.171	-0.16
Si	4.376	9.5	27.082	0.183	0.033	0.253
Si	10.097	0.853	21.499	0.126	-0.044	-0.041
Si	9.556	10.562	22.228	0.123	0.057	-0.159
Si	1.592	16.262	31.979	-0.08	0.326	0.111
Si	13.555	4.872	32.183	-0.165	-0.049	0.423
Si	12.242	0.634	19.35	0.037	-0.075	-0.322
Si	4.606	0.828	32	-0.133	0.024	0.217
Si	8.261	14.737	21.604	-0.183	-0.202	-0.068
Si	11.518	2.719	27.594	-0.041	-0.039	0.311
Si	13.078	8.636	19.772	0.119	0.147	-0.001
Si	8.601	5.402	26.54	0.086	-0.031	-0.102
Si	3.379	0.69	22.321	0.16	-0.268	-0.093
Si	10.842	5.68	31.228	0.082	0.114	0.344
Si	10.547	12.603	26.443	-0.069	0.02	0.118
Si	14.681	12.133	31.619	0.19	-0.153	0.241
Si	8.946	13.061	24.006	-0.087	-0.088	-0.015
Si	12.138	8.034	27.03	-0.004	0.075	0.058
Si	4.772	12.3	28.563	-0.231	0.046	0.378
Si	5.437	11.579	31.262	-0.151	-0.06	0.151
Si	15.76	6.452	28.31	0.108	0.009	-0.083
Si	3.418	7.581	31.43	0.044	0	-0.102
Si	3.824	14.945	24.304	0.285	-0.066	-0.029
Si	16.194	12.669	19.445	-0.22	-0.068	-0.163
Si	16.001	11.349	28.895	-0.006	0.057	0.331
Si	8.379	1.045	25.243	-0.053	-0.072	0.089
O	12.562	15.254	26.96	-0.315	0.058	0.039
O	0.585	14.686	28.188	-0.068	0.59	-0.284
O	14.531	8.164	19.218	0.111	-0.254	0.053
O	5.04	7.78	31.329	-0.015	-0.438	-0.087
O	3.817	4.197	30.099	0.116	-0.714	-0.312
O	15.301	2.723	26.114	-0.107	0.103	-0.352
O	15.683	5.621	29.724	-0.147	0.302	0.449
O	3.02	8.39	32.759	0.205	0.385	-0.213
O	5.855	2.415	28.294	-0.279	-0.054	-0.276
O	3.04	2.246	25.668	-0.027	0.27	0.335
O	4.366	11.045	27.609	-0.421	0.196	-0.139
O	2.95	15.226	29.401	0.355	0.244	0.18
O	12.591	5.176	22.345	-0.382	0.085	0.049
N	4.135	15.478	22.7	0.016	0.016	0.041
O	6.686	14.938	21.887	0.044	0.373	0.196
O	10.167	7.07	30.755	0.189	0.101	-0.729
N	9.945	12.757	33.479	0.041	-0.035	-0.001
O	1.665	13.07	30.002	-0.249	-0.147	-0.219
N	10.089	2.434	28.566	0.163	-0.126	0.231
O	2.875	16.14	24.871	-0.029	0.236	-0.277
N	12.649	4.018	33.406	0.057	-0.12	-0.297
N	1.18	6.66	27.991	0.014	-0.027	-0.183
O	14.653	1.848	33.644	-0.248	0.093	-0.435
O	1.94	5.935	22.803	-0.044	0.131	0.265
N	7.404	4.14	26.587	-0.013	-0.025	-0.088
O	14.766	5.723	32.912	-0.023	0.367	-0.113
O	9.706	13.379	27.6	0.006	-0.307	0.469
O	6.616	12.701	31.231	0.344	0.297	0.5
O	8.166	9.328	26.231	-0.073	0.525	-0.547
O	10.146	11.045	26.378	-0.176	0.095	-0.271
O	5.694	10.777	15.42	0.03	0.203	0.157
O	11.298	3.46	21.091	0.315	0.141	-0.667
O	14.755	6.19	16.293	-0.417	-0.094	0.242
N	2.866	8.692	21.002	0.066	-0.074	0.09
O	13.902	13.351	15.252	0.037	0.018	0.148
O	2.679	6.189	20.225	0.136	-0.492	-0.276
O	9.139	11.578	23.409	-0.184	-0.264	0.26
O	10.063	14.177	17.945	-0.319	0.572	0.516
O	0.251	7.016	17.841	0.542	0.1	0.225
N	0.845	9.164	19.214	-0.061	0.266	0.099
O	8.941	16.122	21.285	-0.261	0.235	-0.323
O	5.129	5.73	15.308	-0.141	-0.14	0.519
O	1.895	5.867	25.453	-0.531	0.268	-0.098
O	8.396	6.991	23.116	0.049	0.07	0.27
O	14.601	12.479	19.782	-0.041	0.358	0.504
O	8.877	7.094	16.271	-0.257	-0.25	0.39
O	9.091	14.139	22.838	0.635	-0.01	0.099
O	7.423	14.662	26.928	-0.464	-0.122	0.075
O	8.849	3.945	20.148	-0.312	-0.524	0.238
O	4.91	0.577	18.488	0.209	0.302	0.535
O	10.996	9.802	22.469	0.249	0.134	0.435
O	7.452	7.558	20.668	0.042	0.241	0.205
O	9.236	2.155	21.92	-0.534	-0.13	0.492
O	15.149	2.99	20.326	0.082	-0.264	-0.066
O	16.143	0.065	15.51	0.128	0.251	0.214
O	6.882	7.824	18.048	-0.376	0.2	0.098
O	1.002	0.879	26.555	0.07	-0.315	0.454
O	13.351	8.326	15.337	0.06	0.162	0.137
O	7.013	1.787	17.545	0.101	-0.127	0.37
O	9.457	4.761	22.485	-0.02	0.299	0.054
O	0.298	14.175	18.964	-0.369	0.484	0.096
O	7.778	6.817	26.624	-0.074	-0.118	0.295
O	1.742	9.518	16.626	-0.252	0.403	0.435
O	0.624	4.769	20.781	0.184	-0.497	0.388
O	13.028	7.936	25.665	0.296	0.128	-0.071
O	9.337	8.593	18.394	0.361	0.462	0.486
O	11.514	7.394	23.556	-0.593	-0.032	0.152
O	9.932	0.885	24.864	0.206	-0.43	0.251
O	6.185	15.881	16.364	-0.084	0.13	0.328
O	13.956	1.512	16.085	0.062	0.286	0.649
O	13.113	12.048	31.22	-0.347	-0.146	0.282
O	7.134	5.521	19.087	-0.311	-0.305	0.2
O	13.58	2.603	22.285	0.153	0.056	0.667
O	0.445	13.813	25.619	-0.167	0.053	-0.094
O	6.724	3.931	16.176	-0.269	-0.138	0.668
O	3.079	7.795	15.334	-0.129	0.093	0.192
O	0.27	3.896	33.289	-0.116	-0.113	0.041
O	12.313	1.616	18.075	0.188	0.282	0.224
O	0.112	11.686	18.161	0.39	-0.207	-0.069
O	2.679	13.335	18.506	0.026	0.085	0.358
O	12.14	12.721	26.673	0.309	-0.384	-0.397
O	7.823	2.354	24.497	0.15	0.121	-0.287
O	15.494	4.768	18.483	-0.438	-0.442	0.301
N	12.897	7.887	21.335	0.112	0.165	0.141
O	15.792	11.457	15.64	0.606	-0.109	0.054
O	7.171	4.813	23.97	-0.538	0.287	-0.153
O	11.814	8.012	18.932	0.152	-0.353	-0.201
O	13.926	11.349	17.506	-0.297	-0.169	-0.264
O	9.589	11.359	20.797	0.626	-0.02	-0.118
O	0.845	15.505	30.748	-0.45	-0.199	-0.323
N	10.115	7.749	21.058	0.08	-0.239	0.115
O	12.323	6.606	27.785	-0.044	0.072	0.647
N	11.438	3.137	23.793	-0.052	0.04	0.097
O	10.857	0.952	20.09	-0.229	-0.014	-0.107
O	14.623	13.683	27.18	0.026	0.229	-0.201
O	0.783	12.285	20.72	0.114	0.12	0.066
O	8.019	14.185	29.431	-0.142	0.59	0.267
O	9.198	1.48	33.523	-0.065	-0.049	-0.272
O	2.552	2.957	15.51	0.03	0.153	0.188
O	12.172	14.586	16.534	-0.151	0.202	0.34
O	10.139	13.313	25.056	0.217	0.427	-0.193
O	3.025	10.762	18.497	0.138	-0.006	0.452
O	1.479	14.749	16.616	0.098	-0.306	0.236
O	0.505	7.386	21.22	-0.476	0.056	0.431
O	11.233	1.065	15.761	0.079	-0.459	0.1
O	9.781	6.108	18.912	0.295	-0.007	0.104
O	1.77	0.74	22.474	0.016	0.483	0.03
O	12.276	3.488	16.179	-0.041	0.211	0.713
O	8.504	13.78	20.341	0.205	0.349	-0.067
O	11.224	0.651	22.656	0.525	-0.134	0.09
O	10.736	5.446	15.366	-0.109	-0.044	0.514
O	0.522	9.973	21.877	-0.588	-0.377	0.207
O	5.052	12.317	18.971	0.349	0.369	-0.232
O	8.829	2.311	15.757	0.088	-0.036	0.035
O	8.225	1.306	26.834	-0.151	0.031	-0.063
O	12.228	15.399	18.961	0.516	-0.129	0.206
N	2.39	8.322	30.257	-0.04	0.036	-0.047
O	4.845	10.458	20.799	0.277	-0.306	-0.09
O	3.102	8.719	27.701	-0.315	0.16	-0.216
O	15.562	0.756	21.841	0.073	-0.099	0.074
O	3.208	8.133	18.394	0.451	-0.218	-0.291
O	8.448	12.142	18.409	-0.453	-0.269	0.026
O	12.745	13.549	29.053	0.389	0.111	-0.109
O	15.505	9.338	17.132	-0.261	-0.198	-0.362
O	5.237	14.686	25.128	-0.019	0.019	0.291
N	4.171	12.074	30.204	-0.014	0.085	-0.228
O	7.513	16.072	24.79	-0.273	0.209	-0.456
O	14.693	0.277	26.395	0.288	-0.605	0.054
O	4.01	1.889	23.208	0.116	-0.054	-0.318
O	12.986	10.296	19.723	0.026	-0.021	0.535
O	8.396	9.434	22.243	-0.41	0.195	0.048
O	4.613	9.218	23.013	0.181	-0.126	-0.032
O	0.718	12.352	23.344	-0.404	-0.242	0.379
O	11.318	10.445	15.28	-0.068	0.159	0.59
O	8.773	3.965	17.671	0.407	0.173	0.027
O	7.048	11.647	20.567	0.135	-0.322	0.027
O	14.558	5.658	20.839	-0.171	0.284	-0.172
O	3.486	4.337	24.054	0.121	-0.05	0.014
O	9.528	15.936	28.191	0.565	-0.12	-0.108
O	0.347	12.194	27.711	0.355	-0.455	-0.337
O	0.461	14.986	23.264	-0.296	-0.21	-0.073
N	6.655	9.244	33.203	-0.013	0.009	-0.134
O	7.856	3.861	29.251	-0.23	-0.119	0.428
N	9.555	5.233	25.08	0.01	0.1	-0.005
O	7.875	13.926	16.413	0.07	-0.106	0.113
O	1.645	15.227	33.252	-0.493	0.18	0.415
O	3.5	0.063	27.247	-0.043	0.416	0.108
O	7.751	9.4	16.242	0.163	0.306	0.267
O	2.762	11.108	22.236	0.262	0.459	0.206
O	5.071	7.127	19.892	0.069	-0.039	0.458
O	9.806	12.181	16.284	-0.162	-0.329	0.428
O	12.484	4.013	27.897	0.367	-0.197	0.232
O	12.472	1.432	27.493	0.216	-0.06	0.481
N	15.248	10.787	32.513	-0.15	0.112	-0.216
O	4.658	1.643	16.229	0.127	-0.003	0.169
O	16.152	1.028	24.284	-0.022	0.222	-0.273
O	4.096	9.426	25.49	-0.586	0.608	-0.191
O	14.063	6.767	23.48	0.467	0.216	0.165
O	0.55	3.467	30.719	0.239	0.226	-0.481
O	5.667	5.021	28.43	0.401	0.428	-0.241
O	0.684	10.17	29.329	0.13	-0.137	-0.644
O	7.327	14.528	33.632	-0.169	0.135	-0.194
O	5.006	12.978	21.598	-0.046	-0.078	0.517
O	14.085	9.372	30.378	-0.322	-0.107	-0.09
O	0.079	8.719	31.444	0.28	-0.55	-0.168
O	9.829	9.648	31.073	0.363	0.195	0.224
O	5.556	15.931	32.441	0.07	-0.391	-0.561
O	5.447	16.102	28.863	0.268	-0.518	-0.1
O	9.436	9.714	28.523	-0.111	-0.593	-0.143
O	11.915	9.993	33.612	-0.186	-0.07	-0.04
O	5.816	8.721	27.317	0.131	-0.103	0.488
O	12.373	14.286	33.174	-0.058	0.359	0.086
O	2.735	13.723	24.28	0.136	-0.636	-0.154
O	10.855	3.15	26.193	-0.187	-0.214	-0.147
O	3.228	4.763	27.471	0.218	-0.375	-0.642
O	15.481	12.22	30.191	0.11	0.563	-0.216
O	1.97	10.835	31.42	-0.122	-0.218	0.475
O	13.534	0.893	20.267	0.161	-0.311	0.174
O	6.393	12.249	28.7	0.047	-0.237	-0.714
O	7.734	1.056	29.4	0.341	-0.189	0.313
O	3.101	0.388	31.595	-0.018	0.022	-0.381
O	3.967	12.339	16.524	-0.022	0.274	0.311
O	10.339	5.325	32.726	-0.586	0.1	-0.061
O	5.998	10.147	30.736	0.105	-0.142	-0.707
O	6.23	8.071	24.844	0.184	-0.128	-0.287
O	3.735	6.63	29.081	0.438	0.339	0.171
O	0.802	4.137	27.153	0.243	-0.349	0.121
O	12.521	0.783	24.962	0.054	-0.291	-0.244
O	5.104	4.719	32.427	0.13	0.006	-0.534
O	2.446	15.879	18.831	-0.137	0.542	0.261
N	0.645	1.28	32.459	0.019	-0.007	-0.128
O	5.385	1.541	30.767	-0.048	0.341	-0.104
O	12.705	9.109	28.083	-0.556	0.292	-0.12
O	10.629	8.426	26.622	-0.137	-0.404	0.022
O	7.167	3.638	33.563	-0.098	0.198	-0.475
O	0.723	4.831	16.289	0.031	0.288	0.306
O	10.327	4.515	30.248	-0.03	-0.481	-0.033
N	14.787	5.393	27.211	-0.039	-0.004	-0.332
O	8.65	11.713	30.006	0.174	0.221	0.193
O	7.486	13.354	24.678	-0.371	-0.429	0.317
O	4.641	15	20.11	0.232	-0.526	-0.297
N	2.672	3.373	32.449	0.119	0.187	-0.237
O	2.995	6.042	31.728	-0.618	0.05	-0.105
O	7.643	8.088	30.908	0.024	-0.48	-0.725
O	4.401	13.773	27.92	0.158	0.05	-0.671
O	5.43	3.062	25.116	0.156	-0.141	0.622
O	3.653	0.978	20.746	0.01	0.588	-0.05
O	14.752	10.586	28.207	-0.37	0.233	-0.547
O	12.18	12.791	18.706	-0.407	-0.208	0.08
N	12.407	5.355	25.401	0.051	-0.093	-0.049
O	3.908	6.997	24.239	0.211	-0.298	0.205
O	9.573	5.149	27.827	0.391	0.422	-0.072
O	9.127	7.97	32.99	0.346	-0.141	0.164
O	14.79	13.349	32.706	0.578	0.276	-0.221
O	15.058	7.898	28.422	0.102	0.149	-0.269
O	11.007	13.594	31.058	-0.438	0.298	-0.351
O	4.438	1.695	33.378	0.264	-0.05	0.185
O	2.871	13.121	32.351	0.448	-0.216	-0.283
O	15.253	3.194	28.724	-0.361	-0.567	-0.134
O	11.199	11.414	29.579	0.391	-0.377	-0.52
O	10.232	15.518	32.718	-0.297	0.091	-0.54
O	1.061	9.602	33.879	-0.038	0.082	0.005
O	14.283	3.866	31.134	-0.095	-0.536	-0.016
O	12.472	5.771	31.347	0.356	0.589	-0.468
O	4.956	11.352	32.792	-0.576	0.318	-0.135
O	13.949	8.395	32.729	0.082	-0.339	-0.065

Results
total energy: -129554.213 eV
total energy less fixed offsets of N -271.95, O -438.35, Si -107.03 eV per atom: 6.367 eV
